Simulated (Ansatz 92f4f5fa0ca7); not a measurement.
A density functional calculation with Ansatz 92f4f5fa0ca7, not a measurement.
Periodic cell of 212 atoms, Si132O80, from a study of silicon, its oxide and their interface. The atomic structure is a simulated model.
Doubt: the cutoff is low for norm-conserving oxygen, so forces and energies are approximate.
Doubt: the program's own warning below bears on the result.
This geometry differs little from another in the collection (a relaxation step or a small displacement).

Settings: functional HSE06; potential files SPMS norm-conserving; basis plane waves; wave-function cutoff 800 eV; density cutoff ratio 4; exchange-correlation grid ratio 1; k mesh 1 x 1 x 1, Gamma-centred; occupations fixed; spin none; net charge 0.

Cell vectors (angstrom)
a 10.938 0 0
b 0 10.938 0
c 0 0 31.1215

Atoms: element, x, y, z (angstrom)
Si 10.3269 0.3936 23.797
Si 5.8737 10.3714 23.8475
Si 2.1581 3.1836 23.7381
Si 8.6257 2.2188 23.5254
Si 0.3903 4.9889 23.4374
Si 4.9753 5.9041 23.7939
Si 3.2079 7.6482 23.8063
Si 7.7397 8.8423 23.7943
Si 1.2271 1.3968 24.9611
Si 6.8299 1.3492 24.8847
Si 3.9688 4.1431 24.9953
Si 9.5849 4.0285 24.7947
Si 1.3268 6.7257 24.887
Si 6.8199 6.8988 24.892
Si 4.0936 9.4658 25.0516
Si 9.4504 9.6568 25.1756
Si 2.6963 0.0137 26.2877
Si 8.1128 0.0905 26.4431
Si -0.0552 2.7634 26.3587
Si 5.4414 2.7489 26.2638
Si 2.6739 5.4884 26.3942
Si 8.2153 5.457 26.2159
Si -0.0022 8.1868 26.293
Si 5.4992 8.1752 26.4031
Si 4.1018 1.3673 27.7033
Si 9.5708 1.3673 27.7033
Si 1.3673 4.1018 27.7033
Si 6.8362 4.1018 27.7033
Si 4.1018 6.8362 27.7033
Si 9.5708 6.8362 27.7033
Si 1.3673 9.5708 27.7033
Si 6.8362 9.5708 27.7033
Si 0 0 29.0705
Si 5.469 0 29.0705
Si 2.7345 2.7345 29.0705
Si 8.2035 2.7345 29.0705
Si 0 5.469 29.0705
Si 5.469 5.469 29.0705
Si 2.7345 8.2035 29.0705
Si 8.2035 8.2035 29.0705
Si 1.3673 1.3673 30.4378
Si 6.8362 1.3673 30.4378
Si 4.1018 4.1018 30.4378
Si 9.5708 4.1018 30.4378
Si 1.3673 6.8362 30.4378
Si 6.8362 6.8362 30.4378
Si 4.1018 9.5708 30.4378
Si 9.5708 9.5708 30.4378
Si 2.7345 0 0.6835
Si 8.2035 0 0.6835
Si 0 2.7345 0.6835
Si 5.469 2.7345 0.6835
Si 2.7345 5.469 0.6835
Si 8.2035 5.469 0.6835
Si 0 8.2035 0.6835
Si 5.469 8.2035 0.6835
Si 4.1018 1.3673 2.0507
Si 9.5708 1.3673 2.0507
Si 1.3673 4.1018 2.0507
Si 6.8362 4.1018 2.0507
Si 4.1018 6.8362 2.0507
Si 9.5708 6.8362 2.0507
Si 1.3673 9.5708 2.0507
Si 6.8362 9.5708 2.0507
Si 0 0 3.418
Si 5.469 0 3.418
Si 2.7345 2.7345 3.418
Si 8.2035 2.7345 3.418
Si 0 5.469 3.418
Si 5.469 5.469 3.418
Si 2.7345 8.2035 3.418
Si 8.2035 8.2035 3.418
Si 1.4095 1.3286 4.7108
Si 6.8606 1.4028 4.8751
Si 4.1257 4.1226 4.7315
Si 9.5739 4.0921 4.9087
Si 1.3753 6.8076 4.8524
Si 6.9 6.785 4.7336
Si 4.1316 9.5684 4.8159
Si 9.6134 9.5331 4.7035
Si 2.7573 0.0419 6.159
Si 8.3526 -0.05 6.1051
Si 0.1268 2.6357 6.1481
Si 5.5066 2.9355 6.2164
Si 2.7998 5.4065 6.1809
Si 8.1893 5.5605 6.3306
Si -0.0266 8.2202 6.1742
Si 5.5871 8.1654 6.0584
Si 3.6905 1.9236 7.2999
Si 10.2487 0.7466 7.3367
Si 1.8251 3.6377 7.4666
Si 6.3741 4.7711 7.7017
Si 4.5712 6.4902 7.3477
Si 9.096 7.4434 7.5367
Si 1.1578 9.7942 7.4558
Si 7.3274 9.1594 7.3097
O 1.85 8.9533 8.7488
O 1.1944 4.1188 8.9295
O 9.7095 1.3554 8.7362
O 6.753 9.7839 8.7104
O 4.4802 1.4027 8.6355
O 3.9911 7.287 8.6598
O 6.8328 4.6329 9.3229
O 9.4813 7.2419 9.1397
O 2.6646 2.4023 22.394
O 5.3326 10.4993 22.3018
O 8.241 2.6277 21.9429
O -0.0733 5.3969 21.8612
O 8.3292 8.9694 22.2405
O 2.7465 8.0395 22.278
O 5.4286 5.3487 22.2997
O 10.577 10.4604 22.4098
Si 5.5667 0.2928 20.9015
Si 3.4878 3.145 17.0359
Si 4.8117 1.539 10.1898
Si 3.3802 2.5071 20.9732
Si 3.9519 9.5943 18.8511
Si 2.7193 7.7939 9.5138
Si 9.7696 9.3268 21.5687
Si 5.0558 8.0494 16.3264
Si 9.9468 0.2426 19.1128
Si 5.1648 10.3125 14.0761
Si 0.2699 8.6849 15.63
Si 6.7972 10.2952 10.2286
Si 0.3208 0.9554 12.483
Si 7.2305 5.7643 16.3512
Si 9.4957 0.0163 16.2398
Si 10.113 6.4567 17.622
Si 10.949 6.5732 20.707
Si 2.8235 7.5603 20.749
Si 2.7011 2.8815 11.9652
Si 10.0424 2.5804 14.8072
Si 7.3743 3.9884 13.7695
Si 7.938 9.7057 13.8802
Si 4.0864 8.029 12.2961
Si 9.6968 6.886 10.7077
Si 7.0483 7.7085 12.0722
Si 10.4942 9.1207 12.7301
Si 7.9539 1.9956 20.4599
Si 6.1034 3.8751 18.5989
Si 4.7789 5.2579 20.8281
Si 7.1118 3.691 10.6457
Si 9.1547 1.4696 10.2166
Si 2.6175 7.1136 14.8182
Si 1.1689 5.0728 10.2487
Si 2.0611 1.0244 18.5562
Si 4.7117 2.4284 14.2297
Si 1.1576 4.7319 16.0319
O 10.4303 1.4592 13.7406
O 8.0223 0.3653 10.4518
O 8.855 3.4521 14.1506
O 4.2666 2.9118 15.6732
O 10.134 6.4655 19.2734
O 3.6756 4.0785 20.7567
O 8.2306 6.7637 11.4474
O 1.5602 6.6846 20.2914
O 2.3764 2.0146 17.3324
O 3.3386 8.3216 10.9027
O 4.1268 6.6752 20.4999
O 8.6729 6.1072 16.9933
O 0.5455 0.5111 18.6837
O 2.9276 8.8586 19.8373
O 7.4686 8.1642 13.5916
O 3.4233 2.0093 10.8267
O 10.537 7.9147 21.5001
O 10.5994 8.3306 14.1494
O 2.0031 4.2414 11.3915
O 5.8934 2.6479 10.6034
O 8.4364 10.0936 15.3637
O 4.4836 0.8235 14.2238
O 9.108 9.9554 12.8017
O 4.6449 3.2466 18.1831
O 6.2593 2.8495 14.0483
O 5.4197 0.1085 10.622
O 4.7656 1.6934 20.9415
O 10.5927 7.8234 16.8632
O 0.6587 10.3014 12.5581
O 4.5672 8.595 17.7607
O 10.6094 5.5185 10.7749
O 7.1874 5.2557 14.7911
O 5.1351 10.2723 19.6964
O 6.6918 4.5278 17.2543
O 1.6147 5.8465 14.9383
O 5.8855 5.0282 19.6986
O 10.4925 8.0862 11.4868
O 9.115 -0.1451 17.7868
O 6.6714 10.6491 13.5995
O 1.8462 8.4044 15.4399
O 9.3756 1.5846 19.8152
O 7.1223 0.6398 20.7248
O 0.1861 5.2964 17.174
O 2.5405 4.4257 16.8134
O 3.7954 3.1821 13.1187
O 9.5084 1.6222 16.0049
O 6.9954 9.0153 11.1484
O 10.9361 10.2501 15.9465
O 2.3937 1.8438 19.9044
O 7.2076 4.327 12.1622
O 5.4967 7.1872 12.1149
O 3.0575 -0.1854 18.2179
O 4.389 9.4623 12.9617
O 7.1265 2.8525 19.3458
O 5.2524 9.3797 15.4063
O 0.3437 3.5282 15.281
O 1.6219 1.8615 12.5446
O 9.7185 9.9129 20.0763
O 1.8357 6.4802 9.8292
O 3.0462 7.2467 13.2625
O 10.4167 1.2489 11.1617
O 6.3735 7.1307 16.4833
O 3.9715 7.0358 15.6867
O 8.5184 2.9329 10.4218

Results
free energy: -50791.151 eV
free energy less fixed offsets of O -447.96, Si -113.29 eV per atom: -0.071 eV
gap between the highest filled and lowest empty level on this k mesh: 1.407 eV

The program warned: the cutoff lies below the one the program advises for these potential files; the model core charge is not resolved on the grid; the forces do not sum to zero within the program's tolerance; the exchange-correlation potential is rough where the density is thin.
